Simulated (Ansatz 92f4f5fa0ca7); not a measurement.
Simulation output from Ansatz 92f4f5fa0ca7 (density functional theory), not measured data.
Periodic cell of 221 atoms, Si132O88H1, from a study of silicon, its oxide and their interface. The atomic structure is a simulated model.

Settings
functional: PBE
potential files: Ansatz PAW
basis: plane waves
wave-function cutoff: 700 eV
density cutoff ratio: 5
exchange-correlation grid ratio: 1
k mesh: 2 x 2 x 1, shifted by 0.5 0.5 0.5 of a step
self-consistency stop: 5e-08 eV per atom in the density residual
occupations: fixed
spin: none
net charge: +1 e, with a uniform compensating background and no finite-size correction

Cell vectors (angstrom)
a	10.938	0	0
b	0	10.938	0
c	0	0	32.8381

Atoms and the computed forces on them: element, x, y, z (angstrom), force x, y, z (eV/angstrom)
Si	-0.2985	0.2863	25.3549	-0.3274	0.2852	-0.0162
Si	5.7428	-0.4159	25.2531	0.1957	-0.3502	-0.0687
Si	2.5476	3.0262	25.3353	-0.0732	0.0761	-0.1957
Si	8.4333	2.5628	25.3785	-0.017	0.0712	-0.0803
Si	0.2765	5.2414	25.3435	0.1024	-0.1229	-0.2264
Si	5.1753	5.6977	25.4846	-0.0582	-0.0607	-0.414
Si	3.0482	7.953	25.5858	0.6043	-0.1512	0.4993
Si	8.1231	8.4041	25.3747	-0.0641	0.0882	-0.1185
Si	1.375	1.3944	26.5925	0.0708	0.0192	0.0916
Si	6.7624	1.3492	26.526	0.0586	0.2045	0.1629
Si	4.0363	4.1428	26.7709	0.029	-0.1071	0.1314
Si	9.6207	4.1057	26.6934	-0.0072	-0.0529	-0.0011
Si	1.3115	6.8515	26.6957	-0.024	0.0069	0.1471
Si	6.8817	6.8306	26.6411	0.0484	0.0026	0.0124
Si	4.2164	9.6256	26.778	-0.3568	-0.412	-0.0254
Si	9.5718	9.6359	26.7277	-0.0074	-0.0176	0.0462
Si	2.7056	0.0287	28.0248	0.0836	0.0286	0.0063
Si	8.1382	0.046	28.036	-0.0095	-0.0614	-0.0024
Si	0.0341	2.7186	28.058	-0.0403	0.0292	-0.0289
Si	5.4627	2.7217	28.0153	0.012	-0.0313	-0.0258
Si	2.717	5.5087	28.1079	-0.091	-0.0206	-0.0088
Si	8.2184	5.4573	28.0332	0.0212	0.0138	0.0356
Si	-0.017	8.2541	28.0592	-0.0236	-0.0862	0.0044
Si	5.5286	8.1263	28.0917	-0.0591	0.1852	-0.0764
Si	4.1018	1.3673	29.4198	-0.0296	0.0372	-0.1816
Si	9.5708	1.3673	29.4198	-0.1448	0.0766	-0.1098
Si	1.3673	4.1018	29.4198	-0.2198	0.0304	0.2554
Si	6.8362	4.1018	29.4198	0.0475	-0.16	-0.2937
Si	4.1018	6.8362	29.4198	0.0673	0.0337	0.4274
Si	9.5708	6.8362	29.4198	-0.0341	0.0155	-0.133
Si	1.3673	9.5708	29.4198	0.1569	0.1069	-0.0346
Si	6.8362	9.5708	29.4198	0.0258	0.1596	0.1192
Si	0	0	30.7871	-0.059	-0.0327	-0.0293
Si	5.469	0	30.7871	-0.0453	-0.0988	-0.0132
Si	2.7345	2.7345	30.7871	0.1169	0.0784	-0.0166
Si	8.2035	2.7345	30.7871	0.0513	0.0377	0.0033
Si	0	5.469	30.7871	0.0086	-0.0774	0.0049
Si	5.469	5.469	30.7871	-0.0557	-0.0601	0.0001
Si	2.7345	8.2035	30.7871	0.0962	0.0624	0.0068
Si	8.2035	8.2035	30.7871	0.04	0.0195	-0.0065
Si	1.3673	1.3673	32.1543	-0.0325	0.0344	-0.0052
Si	6.8362	1.3673	32.1543	-0.0131	0.0019	-0.0178
Si	4.1018	4.1018	32.1543	0.0139	-0.0326	0.0186
Si	9.5708	4.1018	32.1543	-0.0485	0.0277	0.0112
Si	1.3673	6.8362	32.1543	-0.0343	0.0127	-0.02
Si	6.8362	6.8362	32.1543	0.0024	-0.0076	-0.0028
Si	4.1018	9.5708	32.1543	-0.0053	0.0468	0.0047
Si	9.5708	9.5708	32.1543	0.0134	-0.0137	0.0247
Si	2.7345	0	0.6835	0.0334	-0.0416	-0.0003
Si	8.2035	0	0.6835	-0.0196	0.0226	-0.0016
Si	0	2.7345	0.6835	-0.0125	0.0235	-0.0068
Si	5.469	2.7345	0.6835	0.049	0.0129	0.0025
Si	2.7345	5.469	0.6835	0.0492	-0.0383	-0.0077
Si	8.2035	5.469	0.6835	0.0127	-0.0612	0.0171
Si	0	8.2035	0.6835	0.0563	-0.0582	-0.0096
Si	5.469	8.2035	0.6835	-0.0044	0.0041	-0.0087
Si	4.1018	1.3673	2.0507	-0.0679	-0.053	0.0287
Si	9.5708	1.3673	2.0507	-0.0318	0.0065	0.0184
Si	1.3673	4.1018	2.0507	0.0055	-0.0056	0.0031
Si	6.8362	4.1018	2.0507	-0.0743	-0.0093	-0.0327
Si	4.1018	6.8362	2.0507	0.0241	-0.0159	0.0163
Si	9.5708	6.8362	2.0507	0.0687	0.1581	0.0131
Si	1.3673	9.5708	2.0507	-0.0663	0.0333	0.0168
Si	6.8362	9.5708	2.0507	-0.0375	-0.0327	-0.0038
Si	0	0	3.418	0.0126	-0.3579	-0.1098
Si	5.469	0	3.418	-0.2715	-0.4579	-0.1453
Si	2.7345	2.7345	3.418	-0.4228	-0.2481	0.0763
Si	8.2035	2.7345	3.418	0.0889	0.0639	-0.1463
Si	0	5.469	3.418	0.4387	0.1986	0.2594
Si	5.469	5.469	3.418	0.154	-0.0576	-0.5341
Si	2.7345	8.2035	3.418	-0.1488	-0.1015	0.2492
Si	8.2035	8.2035	3.418	0.4872	0.3421	-0.0607
Si	1.3405	1.2902	4.8156	-0.0123	0.0719	0.085
Si	6.8511	1.3151	4.7146	0.024	0.0266	0.0058
Si	4.0861	4.123	4.7114	-0.0004	0.007	0.0516
Si	9.6266	4.0755	4.7597	-0.0241	-0.0045	0.0728
Si	1.384	6.8599	4.8907	0.0057	0.0283	-0.0026
Si	6.913	6.7858	4.7023	0.0853	-0.0272	0.0771
Si	4.1088	9.5166	4.8179	-0.0119	-0.0198	0.0651
Si	9.6227	9.5703	4.8526	0.0274	-0.0756	0.0417
Si	2.6666	-0.1316	6.2286	0.0045	0.0323	-0.0215
Si	8.2002	0.0415	6.1513	0.0401	-0.0492	-0.0263
Si	-0.0871	2.6529	6.1875	0.0147	-0.0374	-0.0759
Si	5.4297	2.6708	5.948	-0.001	0.0059	-0.0174
Si	2.8431	5.4736	6.2009	0.0384	-0.026	-0.0299
Si	8.3061	5.4769	6.1009	-0.0285	0.0619	-0.0372
Si	0.0007	8.1915	6.3879	-0.0826	-0.0039	-0.0467
Si	5.5549	8.0727	6.0674	-0.029	0.0053	-0.0338
Si	3.8914	1.5426	7.297	0.0607	-0.0555	-0.0407
Si	9.0345	1.7572	7.5937	-0.049	0.0644	0.1123
Si	1.6467	3.7835	7.2792	0.0079	-0.0373	-0.0546
Si	6.8427	4.0373	7.1615	-0.0383	0.0836	-0.1939
Si	4.7068	6.3523	7.4668	0.1473	-0.0489	0.0096
Si	9.3008	6.9822	7.6883	0.0585	-0.0002	0.0099
Si	1.325	9.5656	7.84	0.0138	0.0195	0.0651
Si	7.1001	9.2856	7.3365	0.0247	-0.037	0.2521
O	1.4247	4.1521	24.8576	-0.0916	-0.0124	0.0301
O	7.0194	9.5393	24.9148	-0.0176	-0.0295	0.0163
O	2.7737	2.6626	7.7275	-0.0281	0.0709	0.2013
O	8.1893	8.1785	7.919	-0.1456	0.148	0.1231
O	5.7747	5.1262	7.8907	-0.1056	0.0686	0.1036
O	-2.2615	2.3416	18.7334	0.0237	-0.0036	-0.0597
O	4.0724	6.8579	24.9058	-0.0459	0.13	0.1347
O	9.5255	1.431	24.8902	0.2142	-0.2063	0.0144
O	2.2003	8.4843	8.7374	-0.101	0.0641	0.0215
O	0.9621	4.3157	8.664	-0.002	0.0005	0.0374
O	9.3863	1.1262	9.0861	-0.0389	0.064	-0.0712
O	6.4667	10.0006	8.6646	0.1322	-0.1309	-0.194
O	4.6135	1.0215	8.6654	-0.0362	0.059	-0.0001
O	4.4528	7.1697	8.8618	0.0198	-0.0647	0.0102
O	7.9053	2.9587	7.9081	0.0185	-0.0965	0.1467
O	9.6809	6.3968	9.204	-0.0368	0.0436	-0.0364
O	3.2676	2.4325	23.9836	-0.0572	-0.0135	0.0543
O	4.9399	-0.4918	23.8284	-0.133	0.0754	-0.16
O	7.8903	3.3643	24.045	-0.0047	-0.0586	0.023
O	10.7185	5.9808	23.973	0.0264	0.0104	0.0527
O	8.8142	7.8183	24.003	0.0171	0.0629	0.0036
O	0.158	10.5637	23.9419	-0.0194	-0.0534	-0.0743
O	5.63	4.8189	24.19	-0.0734	0.1161	0.1764
O	1.0694	10.6083	21.4279	0.024	-0.2381	0.2232
Si	4.1394	6.7405	12.1952	0.0393	0.011	-0.0553
Si	8.434	-2.3433	14.6144	-0.0015	-0.0156	0.0798
Si	5.3186	2.8457	13.3157	0.0218	0.0172	0.0261
Si	6.7499	-3.9892	18.9547	0.0398	0.0202	0.07
Si	8.4913	-9.6129	17.4799	-0.0144	-0.0396	0.0773
Si	1.8069	-3.21	18.2911	-0.0423	0.0147	0.0462
Si	0.929	9.7211	22.8021	-0.6494	0.2413	-0.5473
Si	11.7771	3.6021	10.1256	0.0633	-0.0151	-0.1743
Si	5.3342	10.7816	9.5063	0.0848	0.0377	-0.1187
Si	2.6531	4.0522	12.4181	0.0246	-0.0154	-0.049
Si	13.3813	-5.4878	16.544	0.0231	0.0187	0.0787
Si	-1.1865	3.0014	19.7711	-0.0074	-0.0374	0.1522
Si	10.9395	1.2145	15.4879	0.0308	0.0097	0.0937
Si	0.55	-6.8135	14.5241	-0.0062	0.0056	0.0761
Si	6.5135	0.3391	12.2398	-0.0032	0.0004	-0.0532
Si	0.3295	11.2505	20.0893	-0.0247	0.0572	0.1267
Si	14.3555	-6.1002	20.6184	-0.0037	-0.0778	0.1288
Si	6.7957	-5.7866	11.9306	-0.0014	-0.0031	-0.0793
Si	5.4826	-2.017	13.8481	-0.0011	0.0133	0.0579
Si	6.559	3.8716	23.2525	0.0453	0.0399	0.1538
Si	9.5251	0.0153	12.8271	-0.0016	-0.0036	0.0248
Si	10.7149	0.6531	9.9255	0.0147	0.032	-0.0745
Si	1.7499	-0.3904	17.457	0.0551	-0.0363	0.0299
Si	4.1231	-3.1885	20.5438	-0.0203	-0.039	0.0871
Si	9.2019	-4.961	13.499	-0.0136	-0.0006	0.0382
Si	0.9364	-5.8774	19.0098	-0.0014	0.0253	0.1164
Si	5.93	2.4316	16.2221	0.009	0.0054	0.1107
Si	4.0866	2.312	22.5666	0.0443	0.2072	0.1144
Si	4.695	-0.4237	16.3704	-0.0252	0.0148	0.1084
Si	9.989	7.1411	23.0854	-0.167	-0.2246	0.122
Si	7.5052	-1.4699	17.376	0.0155	0.0664	0.1168
Si	9.4318	5.5658	10.602	-0.0465	-0.0147	-0.095
Si	-2.6588	5.2679	21.1507	0.0386	-0.0381	0.1654
Si	3.8432	-0.7401	22.6482	0.4731	0.4329	-0.408
Si	5.0032	4.8081	17.7625	0.0152	-0.0809	0.0587
Si	14.4617	-2.6999	9.6602	0.0394	-0.0172	-0.1181
O	1.7685	4.5471	17.7176	-0.0373	0.0273	-0.0342
O	9.8695	-9.8689	16.6953	-0.0652	0.0096	-0.029
O	19.0226	0.7098	12.4918	-0.0158	0.0023	0.0221
O	6.0518	-1.1885	12.5608	-0.0095	0.0391	0.0041
O	2.949	-2.894	19.4372	0.0512	-0.0032	-0.0022
O	6.0427	6.0647	17.7763	0.0333	0.0532	0.0332
O	3.7797	-4.6308	21.2936	-0.0042	0.0409	-0.0675
O	4.4507	7.7553	13.4196	-0.0105	-0.0249	-0.0231
O	-1.1728	6.3964	11.9966	-0.0045	-0.023	-0.0025
O	2.2705	3.9549	10.839	-0.0157	-0.002	0.0753
O	14.6392	-7.3873	21.5812	-0.0055	-0.0332	-0.0951
O	4.8861	1.19	16.2903	0.0233	0.0007	-0.0603
O	5.6547	1.2697	13.2382	0.0265	0.0061	-0.017
O	4.2669	4.7298	19.2245	-0.0614	0.0127	0.0229
O	2.4783	9.5677	23.3771	0.0875	0.0344	-0.1155
O	10.3861	4.24	10.6896	-0.0341	0.0295	0.1139
O	16.704	3.396	17.5242	-0.0369	0.0442	-0.0696
O	8.043	-0.1177	18.1596	0.0551	-0.018	-0.1051
O	4.2389	-1.8993	21.5666	-0.1071	0.121	0.0803
O	7.4393	1.8244	16.3524	-0.0163	0.0063	-0.0177
O	5.6979	2.5343	22.8516	-0.0658	-0.0555	-0.0952
O	5.9283	-1.1918	17.1134	0.0149	-0.0139	-0.0671
O	-3.2877	-2.7882	18.3134	-0.0504	-0.0448	-0.0464
O	1.3811	0.4658	18.8173	-0.037	0	0.0497
O	-0.8869	-0.7361	19.8933	-0.0631	0.0088	-0.1457
O	7.6352	5.5567	13.278	0.0089	0.0001	-0.0344
O	7.8415	5.1288	10.6633	0.0453	0.0187	0.1064
O	17.1101	-7.2662	12.2002	-0.0067	0.0249	0.0648
O	5.7134	3.2825	14.8456	-0.0204	-0.0345	-0.0433
O	10.0279	-6.1787	14.202	0.0076	0.0188	-0.0276
O	-1.8054	-1.454	13.4339	0.0126	0.0553	-0.018
O	3.2314	7.5247	11.0862	-0.0056	0.014	0.052
O	1.5571	-5.7209	15.2122	-0.0263	-0.0273	-0.0343
O	14.6761	2.9742	12.9597	-0.0194	0.0255	0.0118
O	11.3557	-8.1499	15.4364	0.0065	0.0149	-0.0678
O	9.264	-3.7409	14.5754	-0.0148	-0.0042	-0.0434
O	6.8401	-2.6739	14.4673	-0.0287	0.0054	-0.0362
O	9.2874	6.3628	21.8424	0.0576	0.089	-0.014
O	-0.544	0.7731	14.0026	-0.0245	-0.0108	-0.0249
O	0.1651	8.2701	22.6469	0.1563	0.0888	-0.0862
O	1.8077	4.771	20.3576	0.0589	-0.0006	-0.0646
O	7.7361	-4.9824	19.7888	-0.0202	0.0237	-0.0534
O	5.609	-3.3111	19.9018	0.0256	-0.0071	-0.0973
O	2.4845	-3.9158	16.9795	-0.0428	0.0017	0.0075
O	1.0853	-1.8609	17.7546	0.0443	-0.0093	-0.0255
O	3.2348	-5.4107	12.7693	-0.0185	-0.0146	0.0254
O	3.7489	0.796	22	0.0103	-0.2034	-0.0108
O	10.7298	-9.0898	20.3955	0.0287	-0.0319	-0.1077
O	10.5177	4.2015	18.9917	0.035	0.029	-0.076
O	6.1011	0.6168	10.7016	-0.0244	-0.0268	0.0745
O	5.5689	-4.7524	11.6008	-0.0006	-0.0074	0.0934
O	12.1705	3.714	13.1187	0.02	0.0212	0.036
O	-3.9561	-6.0477	22.0673	-0.0214	0.0313	-0.0902
O	3.9973	4.9792	16.4804	0.0079	0.008	-0.0103
O	8.9874	-7.1356	20.9667	-0.0711	0.0767	-0.0489
O	-2.4388	-1.6112	16.0779	-0.0088	-0.0044	-0.02
O	3.3555	-0.6351	17.2693	-0.0427	-0.0055	-0.0609
O	11.6585	1.972	10.1193	-0.0424	-0.0324	0.0794
O	12.1734	0.2877	16.0516	-0.0076	0.0093	-0.0358
O	4.2256	9.6785	9.9502	-0.0467	-0.0313	0.1236
O	11.4888	-0.4167	8.9499	0.0584	-0.0915	-0.0102
O	10.3521	-0.0015	11.3962	0.0129	0.0154	0.0104
O	4.6388	-1.0745	14.8797	0.0214	-0.001	-0.0292
O	0.6906	6.6836	18.9034	0.0311	-0.0105	-0.0831
H	-1.6034	-0.5649	19.2439	0.0214	0.0015	0.1283

Results
free energy: -134000.551 eV
free energy less fixed offsets of H -17.10, O -569.03, Si -635.61 eV per atom: -8.291 eV

The program warned: the cutoff lies below the one the program advises for these potential files; the exchange-correlation potential is rough where the density is thin.
